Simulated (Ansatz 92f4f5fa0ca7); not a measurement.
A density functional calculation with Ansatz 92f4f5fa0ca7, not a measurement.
Periodic cell of 422 atoms, Si266O156, from a study of silicon, its oxide and their interface. The atomic structure is a simulated model.
Doubt: the cutoff is far below the 930 eV that the study's wrapper takes by default for these files, so forces and energies are approximate.
This geometry differs little from another in the collection (a relaxation step or a small displacement).

Settings
functional: PBE
potential files: Ansatz PAW
basis: plane waves
wave-function cutoff: 580 eV
density cutoff ratio: 5
exchange-correlation grid ratio: 1
k mesh: 1 x 1 x 1, Gamma-centred
self-consistency stop: 5e-08 eV per atom in the density residual
occupations: fixed
spin: none
net charge: 0

Cell vectors (angstrom)
a	15.4687	0	0
b	0	12.8259	0
c	0	0	36.77

Atoms and the computed forces on them: element, x, y, z (angstrom), force x, y, z (eV/angstrom)
Si	-0.003	1.187	34.089	0.006	-0.003	-0.001
Si	3.865	1.186	34.087	0	0.002	0.001
Si	7.69	1.191	34.063	0.003	-0.004	0
Si	11.585	1.18	34.104	0.001	0.002	0.002
Si	1.91	7.565	34.106	0.004	-0.002	-0.009
Si	5.801	7.56	34.095	-0.001	-0.004	-0.006
Si	9.644	7.567	34.116	-0.003	0.001	-0.007
Si	13.506	7.562	34.103	0.002	0.001	-0.005
Si	1.934	5.247	34.503	-0.106	-0.048	-0.074
Si	5.801	5.247	34.503	0.11	-0.111	-0.443
Si	9.668	5.247	34.503	-0.032	0.003	-0.408
Si	13.535	5.247	34.503	-0.151	-0.087	-0.338
Si	0	11.66	34.503	-0.124	0.021	0.119
Si	3.867	11.66	34.503	0.083	0.143	0.414
Si	7.734	11.66	34.503	-0.031	0.148	0.161
Si	11.602	11.66	34.503	-0.043	0.041	0.336
Si	0	4.664	35.74	0.034	-0.111	-0.104
Si	3.867	4.664	35.74	-0.027	-0.106	-0.106
Si	7.734	4.664	35.74	-0.004	-0.175	-0.123
Si	11.602	4.664	35.74	0.073	-0.07	-0.108
Si	1.934	11.077	35.74	0.037	0.095	0.03
Si	5.801	11.077	35.74	-0.052	0.131	0.084
Si	9.668	11.077	35.74	0.014	0.104	0.071
Si	13.535	11.077	35.74	0.037	0.117	0.069
Si	0	2.332	36.152	0.027	-0.012	0.097
Si	3.867	2.332	36.152	0.015	-0.039	0.048
Si	7.734	2.332	36.152	-0.154	-0.034	-0.034
Si	11.602	2.332	36.152	-0.021	-0.013	0.177
Si	1.934	8.745	36.152	-0.04	0.043	0.045
Si	5.801	8.745	36.152	-0.002	0.026	-0.022
Si	9.668	8.745	36.152	-0.019	0.078	0.104
Si	13.535	8.745	36.152	-0.069	0.041	0.022
Si	1.934	1.749	0.619	0.008	0.04	-0.007
Si	5.801	1.749	0.619	-0.021	0.046	0.008
Si	9.668	1.749	0.619	0.04	-0.007	-0.021
Si	13.535	1.749	0.619	0.044	-0.016	-0.008
Si	0	8.162	0.619	0.016	-0.02	-0.017
Si	3.867	8.162	0.619	0.001	-0.038	-0.022
Si	7.734	8.162	0.619	0.032	-0.005	-0.015
Si	11.602	8.162	0.619	0.005	0.014	-0.003
Si	0	5.83	1.031	-0.024	-0.02	-0.027
Si	3.867	5.83	1.031	0.03	0.022	-0.007
Si	7.734	5.83	1.031	0.007	0.048	0.036
Si	11.602	5.83	1.031	-0.065	-0.023	-0.013
Si	1.934	12.243	1.031	-0.028	-0.013	0.016
Si	5.801	12.243	1.031	0.041	-0.012	0.05
Si	9.668	12.243	1.031	-0.001	-0.008	0.036
Si	13.535	12.243	1.031	-0.043	0	0.027
Si	1.934	5.247	2.268	-0.104	-0.052	-0.092
Si	5.801	5.247	2.268	-0.076	0.019	-0.144
Si	9.668	5.247	2.268	0.197	-0.098	-0.264
Si	13.535	5.247	2.268	0.095	-0.004	0.085
Si	0	11.66	2.268	0.153	0.048	0.15
Si	3.867	11.66	2.268	-0.072	0.03	0.282
Si	7.734	11.66	2.268	-0.132	0.037	0.009
Si	11.602	11.66	2.268	0.127	-0.004	-0.2
Si	1.934	2.915	2.68	-0.029	-0.064	-0.031
Si	5.801	2.915	2.68	0.03	-0.071	0.036
Si	9.668	2.915	2.68	-0.053	-0.024	-0.018
Si	13.535	2.915	2.68	-0.041	-0.026	0.026
Si	0	9.328	2.68	-0.01	0.098	0.058
Si	3.867	9.328	2.68	0.005	0.096	0.055
Si	7.734	9.328	2.68	-0.032	0	0.037
Si	11.602	9.328	2.68	-0.028	0.061	0.059
Si	0.434	-1.182	26.363	-0.011	-0.009	-0.037
Si	3.384	-0.229	27.157	0.014	-0.014	-0.021
Si	8.055	-0.756	26.189	0.002	-0.006	0
Si	10.932	-0.398	25.58	0.001	0.011	-0.007
Si	1.657	4.122	27.78	-0.014	0.009	0.005
Si	6.468	6.604	26.804	0.011	-0.002	-0.018
Si	9.69	3.846	27.356	0.006	0.017	0.007
Si	14.019	6.389	26.823	-0.001	-0.001	-0.028
Si	1.551	6.488	27.604	-0.024	-0.008	0.024
Si	6.251	3.652	27.361	0.037	-0.003	0.019
Si	9.462	7.051	27.341	0.011	0.035	0.074
Si	11.599	3.271	28.761	0.025	-0.009	-0.028
Si	0.017	11.264	28.575	0.005	-0.014	0.001
Si	3.86	10.45	28.03	-0.012	-0.029	-0.024
Si	7.68	11.55	28.434	-0.002	-0.012	-0.001
Si	11.553	11.116	28.121	-0.007	-0.025	0.029
Si	0.015	3.087	29.125	-0.01	0.003	-0.005
Si	3.564	3.444	29.005	0	-0.013	0.018
Si	7.912	3.147	28.884	-0.034	-0.014	-0.039
Si	13.701	3.38	27.679	-0.001	0.003	0.02
Si	1.905	10.074	29.333	0.005	0	-0.001
Si	5.856	10.193	29.227	0.024	0.021	-0.009
Si	9.591	10.317	29.197	0.005	0.004	-0.017
Si	13.497	10.147	29.166	-0.011	0.023	-0.022
Si	-0.014	0.704	29.656	-0.005	0.012	0.015
Si	3.667	1.057	29.345	-0.013	0.015	0.006
Si	7.704	0.86	29.625	0.008	-0.01	-0.012
Si	11.563	1.06	29.665	-0.005	0.019	-0.009
Si	1.809	7.713	29.601	-0.004	-0.009	-0.006
Si	5.83	7.779	29.636	0.008	0.014	0.01
Si	9.604	7.95	29.495	0.001	-0.027	-0.053
Si	13.478	7.785	29.592	0.012	0.003	0.019
Si	1.948	0.525	30.901	-0.014	0.003	-0.003
Si	5.642	0.621	30.746	0.013	-0.001	-0.008
Si	9.632	0.623	30.957	-0.017	-0.016	0.007
Si	13.492	0.579	30.948	0.025	-0.009	-0.012
Si	-0.082	6.973	30.777	0.009	0.011	-0.003
Si	3.818	7.074	30.734	-0.021	-0.002	0.007
Si	7.772	7.038	30.732	0.013	0.013	0.007
Si	11.513	7.092	30.696	-0.019	0.01	0.001
Si	-0.037	4.556	31.093	0.001	-0.01	-0.008
Si	3.808	4.684	31.078	0	-0.004	-0.004
Si	7.767	4.593	30.956	0.009	0.007	0.001
Si	11.565	4.653	30.916	-0.009	-0.002	0.002
Si	1.988	11.071	31.42	0.017	-0.018	0.004
Si	5.755	11.158	31.337	-0.008	-0.015	0.005
Si	9.685	11.15	31.367	0.01	-0.008	0.011
Si	13.465	11.083	31.328	-0.016	-0.01	0.013
Si	1.91	4.126	32.403	-0.005	0.005	-0.004
Si	5.8	4.144	32.319	-0.004	-0.015	-0.003
Si	9.673	4.15	32.331	-0.002	-0.005	0.001
Si	13.467	4.133	32.35	0.007	-0.008	-0.007
Si	-0.026	10.456	32.478	0.01	0.009	-0.019
Si	3.898	10.417	32.548	-0.021	0.009	-0.017
Si	7.72	10.49	32.472	0.004	0.008	-0.02
Si	11.579	10.421	32.526	0	0.01	-0.022
Si	1.937	1.803	32.873	0.003	-0.01	-0.012
Si	5.747	1.815	32.795	-0.011	0.006	-0.001
Si	9.652	1.858	32.921	0.004	-0.003	-0.009
Si	13.513	1.825	32.911	-0.009	0.002	-0.002
Si	-0.035	8.11	32.866	-0.012	-0.002	0.005
Si	3.851	8.096	32.875	0.012	0.005	-0.006
Si	7.733	8.134	32.849	-0.008	-0.009	-0.003
Si	11.56	8.09	32.86	0.009	0.006	-0.011
Si	0	2.332	3.917	0.324	-0.091	0.21
Si	3.867	2.332	3.917	-0.161	-0.234	0.125
Si	7.734	2.332	3.917	-0.002	-0.247	-0.429
Si	11.602	2.332	3.917	0.064	0.009	0.015
Si	1.934	8.745	3.917	-0.043	0.227	0.276
Si	5.801	8.745	3.917	0.004	0.254	0.238
Si	9.668	8.745	3.917	0.149	0.044	0.045
Si	13.535	8.745	3.917	0.054	-0.083	0.132
Si	1.907	6.431	4.31	-0.007	0.004	0.001
Si	5.779	6.412	4.316	0.003	-0.003	0.001
Si	9.741	6.431	4.281	-0.009	0.001	0.002
Si	13.578	6.412	4.343	-0.006	0.003	-0.003
Si	0.051	12.809	4.365	-0.002	0.002	-0.006
Si	3.847	12.813	4.386	-0.004	0.011	0
Si	7.719	12.821	4.331	0	-0.003	-0.003
Si	11.629	12.807	4.313	0.001	0.001	-0.008
Si	0.038	5.841	5.626	0.009	-0.002	-0.002
Si	3.811	5.807	5.51	0.003	-0.008	-0.005
Si	7.789	5.836	5.4	0.009	0	-0.003
Si	11.647	5.865	5.577	0	-0.007	-0.006
Si	1.938	12.231	5.743	-0.002	-0.005	-0.009
Si	5.801	12.327	5.651	0.011	-0.006	0.001
Si	9.682	12.158	5.471	-0.002	0.008	0.015
Si	13.566	12.205	5.541	0.001	0.005	0.001
Si	0.114	3.505	5.996	-0.02	0.004	0.009
Si	3.835	3.492	5.979	0.005	0.004	0.006
Si	7.735	3.548	5.878	0.011	0.001	0.003
Si	11.648	3.518	5.974	-0.004	-0.002	0.01
Si	1.949	9.846	6.076	-0.003	0.011	0.005
Si	5.837	9.924	6.034	-0.01	-0.005	0.007
Si	9.669	9.845	6.027	-0.001	0.008	-0.001
Si	13.546	9.883	6.007	0.004	-0.004	0.005
Si	1.984	2.89	7.385	0.006	-0.004	-0.013
Si	5.824	3.268	7.202	-0.003	-0.012	0.003
Si	9.637	2.892	7.067	-0.002	0.002	-0.004
Si	13.64	2.914	7.144	0.007	0.001	-0.013
Si	-0.032	9.278	7.324	-0.002	0.004	0.005
Si	3.947	9.234	7.282	0.008	0.004	0.007
Si	7.741	9.218	7.297	0.002	0.005	0.001
Si	11.623	9.421	7.32	0.003	0.008	0.014
Si	0.034	6.934	7.759	0.009	-0.005	0.021
Si	3.934	6.85	7.614	0.001	-0.006	0.011
Si	7.766	6.801	7.51	-0.012	-0.005	0
Si	11.672	7.021	7.668	-0.001	-0.009	-0.003
Si	1.886	13.385	7.911	0.012	0.005	-0.014
Si	5.785	13.625	7.705	-0.03	0.01	-0.006
Si	9.697	13.4	7.428	-0.017	-0.004	0.002
Si	13.567	13.428	7.543	-0.009	0.004	0
Si	2.041	6.401	8.969	-0.008	0.017	-0.005
Si	5.864	5.594	8.249	0.016	0.008	0.012
Si	9.719	6.221	8.721	0.002	-0.008	-0.026
Si	13.53	6.264	8.951	0.006	0.002	-0.008
Si	-0.196	12.796	9.061	-0.025	0	0.014
Si	3.949	12.775	9.002	0.014	0.012	0.014
Si	7.789	12.8	8.649	0.061	-0.014	-0.024
Si	11.609	13.223	8.803	0.01	-0.006	-0.005
Si	1.935	4.121	9.47	-0.017	0.008	-0.009
Si	6.095	4.806	10.393	-0.032	0.031	-0.027
Si	9.736	3.863	9.193	0.009	-0.021	-0.003
Si	13.498	3.86	9.295	0.011	0.014	0.004
Si	-0.1	10.437	9.421	0.034	-0.009	-0.022
Si	3.926	10.42	9.346	-0.005	-0.011	-0.018
Si	7.803	10.531	9.302	-0.022	0.007	-0.003
Si	11.686	10.819	9.323	-0.027	-0.007	-0.01
Si	-0.018	3.667	10.646	-0.027	0.004	-0.008
Si	3.441	3.482	11.213	0.043	-0.04	0.045
Si	8.071	3.664	10.844	0.033	-0.007	-0.019
Si	12.027	2.187	12.248	0.001	-0.009	0.008
Si	1.918	9.853	10.534	-0.009	-0.002	-0.006
Si	5.919	9.981	10.613	0.017	-0.008	-0.01
Si	9.792	10.563	10.664	0.027	-0.021	-0.002
Si	13.387	9.891	10.711	-0.022	-0.004	0.002
Si	-0.626	0.848	11.313	0.004	-0.011	0.022
Si	4.368	0.674	11.237	-0.016	0.007	-0.009
Si	7.539	1.46	11.385	-0.031	-0.056	-0.017
Si	11.583	2.618	9.999	-0.022	0.006	0.01
Si	2.263	7.561	11.055	-0.009	0.003	-0.017
Si	5.378	7.365	11.915	-0.001	0.024	0.007
Si	10.139	7.616	11.463	-0.009	0.004	0.002
Si	13.259	7.499	10.982	-0.005	0.006	-0.008
O	9.904	11.849	11.683	-0.004	0.018	0.011
O	5.941	13.943	11.447	0.043	0.022	-0.002
O	1.881	-0.335	26.42	0.005	0.01	0.005
O	9.472	0.114	26.162	0.006	-0.005	-0.001
O	11.71	7.19	11.465	0.007	-0.006	-0.001
O	6.117	8.354	10.842	-0.006	-0.008	0.003
O	0.124	6.87	26.804	0	0.001	0.002
O	7.939	7.322	26.743	-0.026	-0.013	-0.02
O	0.312	2.194	11.333	0.014	0.004	0.005
O	13.425	14.145	12.027	-0.005	0.002	-0.003
O	5.946	10.617	12.15	-0.002	0.007	0.005
O	14.226	7.032	12.239	0.009	-0.003	0.004
O	4.08	12.408	12.429	0.006	0.009	-0.002
O	5.791	7.702	13.451	0.009	-0.001	0.003
O	8.821	4.338	12.153	-0.004	-0.001	0
O	12.214	3.58	13.155	-0.005	-0.007	-0.005
O	1.353	6.884	12.247	-0.011	-0.007	0.004
O	-0.05	12.487	12.268	-0.003	0.007	-0.018
O	13.084	10.511	12.265	0.006	-0.001	0.008
O	9.434	6.889	12.712	-0.005	-0.014	0.005
O	8.359	13.756	12.711	0.007	0.008	-0.015
O	9.909	9.216	11.62	0.001	0.018	-0.005
O	1.915	10.68	11.973	-0.004	0.006	0.014
O	3.435	4.222	12.698	-0.004	0.007	-0.003
O	4.364	0.486	26.03	-0.016	-0.004	0.012
O	-3.835	-0.082	28.446	0.005	-0.002	-0.005
O	9.551	3.711	25.668	0.006	-0.009	0.026
O	6.632	5.009	26.515	-0.002	-0.002	-0.006
O	0.503	10.33	25.346	-0.006	0.006	0.002
O	2.877	6.763	26.661	0.039	0.013	-0.045
O	6.898	0.053	25.325	-0.008	0.003	-0.006
O	8.37	10.589	25.522	-0.001	0.002	0
O	10.691	12.143	24.011	-0.005	-0.002	-0.008
O	5.395	7.25	25.748	-0.018	0.009	-0.004
O	13.135	6.861	25.538	-0.009	-0.001	-0.005
O	13.97	2.225	26.54	0.005	-0.013	-0.018
O	14.608	-0.278	25.941	0.011	-0.011	0.007
O	1.644	3.767	26.143	-0.001	-0.005	-0.019
O	10.616	7.52	26.267	0.007	-0.018	-0.019
O	12.093	0.74	25.614	0.002	-0.005	0
Si	3.125	8.838	23.141	0.004	-0.015	0.015
Si	8.31	6.989	23.145	-0.001	0.002	0.009
Si	5.703	1.185	25.389	0.013	0.002	-0.028
Si	2.496	2.413	19.09	-0.003	0.004	0.002
Si	5.446	9.336	18.338	0	0.001	0.006
Si	9.749	12.903	12.914	-0.005	-0.012	0.009
Si	11.707	4.601	14.362	0.006	0.008	0.011
Si	2.087	2.469	16.032	-0.004	0.001	-0.003
Si	4.397	4.425	20.562	0.001	0.005	-0.004
Si	15.071	2.323	20.335	-0.009	0.006	-0.007
Si	15.259	9.612	24.032	0.007	-0.002	0.006
Si	12.561	9.202	23.08	0.001	-0.005	-0.003
Si	6.105	8.923	22.466	0.008	0.001	0
Si	9.661	4.616	24.265	0.007	-0.001	-0.004
Si	13.679	10.15	13.76	-0.002	0.003	-0.001
Si	4.023	3.902	14.192	-0.002	0.001	-0.004
Si	6.818	7.102	14.568	-0.011	0.004	-0.006
Si	0.958	6.804	23.117	-0.006	-0.008	0.005
Si	13.696	0.999	25.52	-0.008	0.007	-0.008
Si	10.862	4.506	18.992	0.003	-0.001	0.002
Si	9.264	8.437	15.825	0.003	-0.007	0.005
Si	12.256	7.577	15.107	0.015	0.003	-0.007
Si	6.107	11.361	20.508	0.002	0	0
Si	9.328	11.629	15.804	0.007	0.008	-0.001
Si	9.332	3.306	21.35	0.002	0.002	-0.009
Si	8.975	5.449	13.307	0.003	0.014	0.009
Si	3.902	7.873	26.042	-0.01	0.039	-0.026
Si	16.265	6.739	18.146	0.004	0.001	0.001
Si	1.532	12.179	15.792	-0.003	0.003	-0.007
Si	4.216	2.626	23.056	0.008	-0.006	0.006
Si	5.161	11.517	13.269	-0.006	-0.011	0.012
Si	9.975	7.169	20.532	0.004	-0.005	-0.003
Si	7.282	4.447	19.422	0.001	-0.003	0.005
Si	14.046	11.384	16.449	-0.006	0.006	0
Si	8.843	0.265	20.645	-0.007	0.001	0.006
Si	0.824	11.313	12.984	0.002	-0.002	-0.004
Si	10.328	11.293	22.687	-0.006	0.009	0.003
Si	-2.393	3.907	16.971	0.003	0.002	0.006
Si	12.863	7.771	20.601	-0.002	-0.009	0.008
Si	8.007	7.46	18.433	-0.005	-0.001	0.007
Si	6.398	3.208	15.624	-0.008	-0.002	-0.002
Si	4.276	10.927	16.055	-0.001	-0.011	-0.004
Si	10.211	13.512	17.846	0.005	0	0.008
Si	4.868	5.581	16.377	-0.009	-0.003	0.005
Si	15.729	5.016	15.774	-0.004	0.008	-0.006
Si	15.479	6.09	12.717	0.009	0.003	0.018
Si	3.717	6.94	19.074	-0.007	0.008	0.007
Si	1.766	3.934	24.521	-0.001	0.007	0.018
Si	8.161	9.739	24.16	-0.001	-0.006	0.006
Si	3.435	13.1	21.014	0.008	-0.002	0.001
Si	-1.664	8.467	17.64	0.004	0	0
Si	11.579	7	25.036	0.01	-0.002	0.011
Si	15.646	1.411	23.286	-0.009	-0.002	-0.002
Si	1.544	11.502	22.698	0.006	0	-0.003
Si	8.798	3.273	17.178	0.005	0.004	0.013
Si	6.445	12.856	15.625	0.002	0	-0.007
Si	14.752	5.471	20.658	-0.002	-0.005	-0.007
Si	13.227	14.008	18.132	-0.001	-0.001	0.003
O	9.044	7.532	17.172	0.003	0.005	-0.008
O	2.136	7.274	18.889	0.003	-0.004	-0.004
O	11.989	3.839	15.767	-0.002	-0.002	-0.004
O	12.383	4.388	18.39	0.007	-0.002	-0.007
O	8.339	5.601	24.034	0	-0.005	-0.007
O	0.093	5.774	14.324	-0.001	-0.005	0.004
O	11.277	8.088	20.757	-0.007	-0.001	-0.001
O	13.315	8.357	19.175	0.002	0.007	-0.013
O	3.114	3.636	19.958	-0.001	-0.007	-0.006
O	11.621	8.1	23.835	0.003	0.012	-0.021
O	2.715	10.438	23.204	-0.002	0.004	-0.008
O	8.129	4.314	20.83	-0.002	0	-0.01
O	3.246	2.637	14.89	0.002	0.003	-0.003
O	4.526	8.665	22.365	-0.009	0.002	-0.001
O	3.485	1.448	22.172	0	-0.003	-0.01
O	8.794	1.759	21.323	0	-0.004	-0.005
O	8.958	10.45	22.933	0.002	0.003	-0.009
O	13.49	8.57	21.879	0.004	0.004	0.004
O	7.744	3.23	18.431	0	-0.003	-0.01
O	7.94	8.235	14.889	0.004	0.003	-0.002
O	1.513	13.778	16.078	-0.003	0.001	0
O	4.799	12.2	21.035	-0.006	0.003	-0.002
O	0.792	2.826	23.819	0.007	0.004	-0.006
O	5.64	3.5	14.178	0.004	0.002	0.002
O	16.656	5.877	16.81	0.003	-0.003	-0.005
O	15.364	7.993	17.617	0.001	0.001	-0.005
O	-0.157	10.109	13.536	-0.008	-0.003	-0.003
O	3.267	3.43	24.111	-0.003	-0.002	-0.007
O	5.381	1.839	23.917	-0.008	0.003	-0.011
O	9.734	12.029	14.283	0.002	-0.003	-0.001
O	15.659	11.498	16.373	0.003	-0.002	0
O	3.2	1.003	19.563	-0.001	0.001	-0.003
O	12.422	6.093	14.402	-0.005	-0.001	-0.006
O	7.575	5.742	14.074	-0.006	0.002	0.004
O	9.776	3.685	22.899	-0.001	0.002	0.005
O	6.907	7.473	22.415	0	0	-0.007
O	2.146	7.72	22.433	0.006	0.002	-0.006
O	6.235	12.48	14.044	0.006	0.001	0
O	4.718	9.605	16.897	-0.005	0.005	-0.007
O	5.725	4.159	19.689	-0.003	0	-0.006
O	8.801	7.984	19.76	0.001	-0.003	-0.005
O	5.58	4.135	16.708	0.002	-0.002	-0.002
O	13.685	2.413	17.166	-0.001	0.002	-0.006
O	10.415	12.236	16.861	-0.003	-0.004	-0.005
O	0.245	10.491	22.692	-0.002	0	-0.007
O	5.758	10.8	19.006	0	-0.002	-0.006
O	15.443	1.509	21.684	0.004	-0.001	-0.003
O	10.667	7.947	15.156	-0.005	0.004	-0.001
O	9.511	1.843	16.942	-0.004	0	-0.008
O	8.71	8.197	24.183	0.002	-0.003	-0.005
O	4.728	3.829	22.055	0.003	0.001	-0.004
O	10.559	3.457	20.238	-0.002	-0.003	-0.006
O	4.418	10.629	14.437	0	0.001	0
O	3.835	5.255	15.125	0.003	-0.002	0
O	0.125	6.086	21.914	0.001	0.001	-0.001
O	1.091	12.864	23.56	-0.001	-0.002	-0.003
O	5.958	6.698	15.892	0	-0.002	0.001
O	5.238	12.175	16.467	0.001	0.001	-0.002
O	10.997	5.573	24.455	-0.006	-0.007	-0.006
O	3.25	8.359	24.666	0.023	0.007	0.039
O	2.734	15.561	17.511	0	-0.001	-0.001
O	10.517	5.964	19.594	-0.003	0.002	-0.004
O	14.275	4.897	16.509	-0.002	-0.003	-0.002
O	11.624	10.355	22.42	0.004	-0.005	-0.005
O	9.362	10.034	16.075	-0.001	-0.006	-0.004
O	13.667	10.02	17.225	-0.003	-0.006	-0.001
O	13.275	6.187	20.717	-0.001	-0.002	-0.003
O	0.905	3.524	15.628	0.004	-0.006	-0.002
O	4.181	6.138	17.724	0.006	-0.003	-0.006
O	9.426	6.722	21.989	0	-0.001	-0.006
O	4.48	8.374	19.244	0.002	-0.001	-0.007
O	11.63	14.037	18.425	-0.004	0	-0.005
O	6.553	9.674	23.857	0	0	-0.004
O	15.459	5.828	19.234	-0.003	-0.002	-0.002
O	7.98	3.621	15.801	0.002	0	-0.009
O	1.45	5.501	24.046	0.003	-0.002	-0.005
O	14.167	1.315	23.988	0.004	-0.002	-0.004
O	4.025	6.021	20.409	0	-0.002	-0.005
O	2.767	-1.457	16.472	0.004	-0.002	0
O	0.145	7.991	23.958	-0.003	-0.002	-0.008
O	13.069	8.716	14.25	-0.008	-0.006	0.002
O	6.335	1.617	15.92	0.001	0.002	0
O	13.95	14.235	19.575	0.006	0.002	-0.001
O	7.858	12.245	16.142	0.001	-0.001	0
O	6.826	8.514	18.11	0.004	-0.003	-0.007
O	7.373	12.376	20.673	0.002	0	-0.004
O	14.588	3.844	20.731	0.003	-0.005	-0.003
O	13.64	9.79	24.163	-0.001	-0.001	-0.002
O	6.476	9.974	21.287	-0.001	-0.003	-0.003
O	13.536	12.63	17.343	0.001	-0.004	-0.005
O	2.147	12.114	21.301	-0.003	-0.003	0
O	1.643	-0.831	14.189	0	-0.001	-0.006
O	9.24	13.15	19.08	0.003	0.001	-0.007
O	9.913	4.355	17.662	-0.002	-0.004	-0.006
O	13.394	11.29	14.927	0	-0.001	-0.002
O	10.011	12.248	21.417	0.003	-0.004	-0.005
O	7.468	5.934	18.735	0	-0.001	-0.005
O	0.893	2.389	19.349	0.002	-0.002	-0.003
O	10.106	4.855	14.303	0.008	-0.005	-0.001
O	12.878	7.565	16.629	-0.007	0	-0.01
O	3.311	1.884	11.542	0.005	-0.002	-0.018
O	21.266	6.834	28.271	-0.003	-0.015	-0.015
O	9.657	18.287	27.647	0.003	0.026	-0.01
O	10.978	1.157	12.985	0.006	0.014	-0.007
O	13.299	-5.841	28.15	-0.009	0.002	0.002
O	4.015	9.174	26.991	-0.01	-0.02	0.007
O	11.431	-1.713	26.455	-0.002	0.004	-0.013
O	9.423	7.112	10.094	-0.009	0.01	0.016
O	3.78	7.492	11.688	0.013	-0.003	-0.003
O	-1.538	-8.053	26.839	0.001	-0.002	-0.009
O	-0.147	4.672	11.941	0.007	-0.005	-0.002
O	8.17	0.676	10.102	-0.046	0.031	0.038
O	4.912	3.668	10.524	0.001	-0.002	-0.006
O	6.233	2.386	26.338	-0.004	0.005	-0.002
O	4.783	3.912	27.995	-0.01	0.016	-0.022
O	5.91	5.865	11.63	0.005	-0.025	-0.004

Results
free energy: -257824.047 eV
free energy less fixed offsets of O -568.88, Si -635.61 eV per atom: -6.507 eV

The program warned: the cutoff lies below the one the program advises for these potential files; the forces do not sum to zero within the program's tolerance; the exchange-correlation potential is rough where the density is thin.
